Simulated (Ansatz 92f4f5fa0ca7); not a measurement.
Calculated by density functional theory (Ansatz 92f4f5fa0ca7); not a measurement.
Periodic cell of 215 atoms, Si132O82B1, from a study of silicon, its oxide and their interface. The atomic structure is a simulated model.
Doubt: the cutoff is far below the 930 eV that the study's wrapper takes by default for these files, so forces and energies are approximate.
This geometry differs little from another in the collection (a relaxation step or a small displacement).

Settings: functional PBE; potential files Ansatz PAW; basis plane waves; wave-function cutoff 580 eV; density cutoff ratio 5; exchange-correlation grid ratio 1; k mesh 1 x 1 x 1, Gamma-centred; self-consistency stop 5e-08 eV per atom in the density residual; occupations fixed; spin none; net charge -1 e, with a uniform compensating background and no finite-size correction.

Cell vectors (angstrom)
a	10.938	0	0
b	0	10.938	0
c	0	0	31.5432

Atoms: element, x, y, z (angstrom)
Si	10.4243	0.5699	24.3983
Si	6.0478	10.5055	24.1817
Si	2.1371	3.2556	24.1172
Si	8.6968	2.2425	24.3643
Si	0.5015	5.0512	24.1954
Si	5.0619	5.918	24.2549
Si	3.4113	7.6635	24.2212
Si	7.8316	8.8315	24.0251
Si	1.3522	1.4753	25.471
Si	6.9374	1.2545	25.5771
Si	4.0373	4.1029	25.3456
Si	9.66	4.0986	25.4394
Si	1.4905	6.8274	25.3817
Si	6.8845	7.0035	25.3254
Si	4.2864	9.5174	25.4295
Si	9.4756	9.6627	25.5156
Si	2.797	0.0059	26.6527
Si	8.0634	-0.1848	27.1019
Si	-0.01	2.7392	26.9283
Si	5.4506	2.7197	26.6751
Si	2.7787	5.4644	26.8474
Si	8.227	5.5364	26.6402
Si	0.0234	8.2154	26.6591
Si	5.7084	8.3573	26.9725
Si	4.1674	1.3106	28.0911
Si	9.5358	1.3108	28.2154
Si	1.3893	4.1163	28.2237
Si	6.8356	4.1344	28.0227
Si	4.2073	6.8732	28.1298
Si	9.5471	6.9028	28.0703
Si	1.3935	9.5909	28.0439
B	6.8507	9.5365	28.2398
Si	0.0396	-0.0204	29.5166
Si	5.6184	-0.1569	29.3316
Si	2.7899	2.6877	29.504
Si	8.1724	2.761	29.4649
Si	-0.034	5.5237	29.4784
Si	5.5062	5.4597	29.4962
Si	2.7595	8.2164	29.437
Si	8.0869	8.3311	29.3641
Si	1.3962	1.3567	30.8821
Si	6.802	1.3323	30.7702
Si	4.1279	4.0863	30.8629
Si	9.5508	4.1225	30.82
Si	1.3722	6.8642	30.8091
Si	6.8817	6.8582	30.825
Si	4.1412	9.5935	30.7769
Si	9.5536	9.5366	30.8236
Si	2.7755	-0.0336	0.6663
Si	8.1832	0.0082	0.6261
Si	-0.0282	2.7511	0.649
Si	5.4829	2.6826	0.66
Si	2.7122	5.4793	0.6406
Si	8.2134	5.4616	0.6763
Si	0.0075	8.1849	0.6626
Si	5.4613	8.2105	0.6313
Si	4.1187	1.3325	2.0465
Si	9.5246	1.3777	2.0013
Si	1.3216	4.1327	2.0232
Si	6.8516	4.0522	2.0245
Si	4.0752	6.8614	1.995
Si	9.6033	6.8015	2.0416
Si	1.3835	9.5472	2.0293
Si	6.8246	9.5733	2.0224
Si	-0.0427	-0.0095	3.3121
Si	5.4703	-0.0249	3.4693
Si	2.692	2.7205	3.3165
Si	8.1892	2.692	3.4718
Si	-0.0197	5.4612	3.5027
Si	5.4474	5.4621	3.2911
Si	2.7366	8.1914	3.458
Si	8.2206	8.1838	3.3472
Si	1.2877	1.3657	4.649
Si	6.8395	1.3027	4.8945
Si	4.0596	4.1134	4.6141
Si	9.5292	4.0594	4.8811
Si	1.355	6.8669	4.8772
Si	6.8316	6.7943	4.649
Si	4.1008	9.5562	4.8712
Si	9.5735	9.5641	4.7169
Si	2.6136	0.0377	6.0857
Si	8.2277	-0.1345	6.2465
Si	-0.0235	2.6472	6.1818
Si	5.3736	2.7657	6.0509
Si	2.7494	5.4256	6.1155
Si	8.088	5.437	6.1583
Si	-0.0081	8.2941	6.2147
Si	5.5618	8.141	6.1303
Si	3.469	1.9404	7.1547
Si	10.0195	0.828	7.4525
Si	1.7704	3.6549	7.3291
Si	6.2023	4.5254	7.3638
Si	4.6313	6.3032	7.237
Si	9.1554	7.1888	7.3038
Si	0.8867	10.1549	7.5017
Si	7.4055	8.886	7.4667
O	4.5487	6.5995	8.87
O	1.4066	3.9794	8.9317
O	9.7297	6.5462	8.7328
O	1.2968	10.1055	9.1424
O	6.069	4.223	9.0133
O	3.7051	1.6209	8.7518
O	7.1295	8.967	9.1253
O	9.6459	1.083	9.0608
O	8.1965	2.5038	22.8001
O	10.983	5.5299	22.664
O	5.6127	0.1079	22.67
O	5.3204	5.4444	22.6749
O	2.1756	2.8205	22.5009
O	3.3569	7.9074	22.5615
O	8.3888	8.7282	22.4349
O	-0.1887	11.1793	22.8086
Si	2.1498	2.9616	12.8917
Si	8.682	1.312	10.3452
Si	1.0612	4.4921	15.3583
Si	7.5385	5.5817	12.1998
Si	2.4358	8.1862	21.2593
Si	5.4141	7.7976	12.4589
Si	9.2718	0.4499	15.5021
Si	2.92	-0.0472	16.6841
Si	10.4614	1.1517	12.6048
Si	7.7577	2.8213	21.2855
Si	9.1341	8.7775	14.4559
Si	1.4716	4.7698	10.3511
Si	4.4911	9.476	19.1666
Si	11.0908	6.0988	21.149
Si	6.6195	10.4421	14.8518
Si	5.3891	0.7305	21.1995
Si	2.3386	9.8115	10.3706
Si	0.4202	10.6334	21.4301
Si	5.8541	5.2621	21.1687
Si	3.6371	7.0827	10.0988
Si	9.0397	5.6801	14.8479
Si	3.6585	4.0876	19.1251
Si	10.0324	3.6645	19.3628
Si	4.2583	8.664	15.3609
Si	0.451	1.9147	17.1859
Si	6.8057	7.5331	19.2658
Si	5.2572	3.6216	16.7628
Si	7.7906	5.0103	17.5491
Si	6.6586	9.9266	10.3542
Si	4.3734	1.0594	10.0885
Si	-0.0334	9.0809	11.8991
Si	9.111	8.6305	20.9695
Si	4.5518	1.6638	14.5962
Si	2.4442	2.0894	21.0767
Si	6.3238	3.3481	10.3596
Si	3.4308	5.9106	16.7447
Si	9.877	6.5304	10.3411
O	0.1071	2.617	18.6126
O	2.9304	9.6326	15.5951
O	10.8797	4.8174	20.1515
O	7.58	2.418	9.9352
O	10.9195	5.3328	10.7875
O	6.5945	6.745	12.8598
O	10.3264	8.0511	10.7785
O	7.6695	9.4551	13.9979
O	8.4179	6.2094	10.9856
O	5.3653	10.4798	20.0933
O	2.1558	3.7313	11.4377
O	7.9913	8.5383	19.7725
O	6.2185	6.7234	20.5541
O	5.5056	2.7124	15.4287
O	1.2855	0.9421	20.7525
O	6.0505	9.0627	11.6139
O	4.617	4.9826	16.1227
O	6.5987	3.904	17.6471
O	10.51	10.6565	11.8245
O	5.5819	0.4972	14.0052
O	8.036	5.0827	15.9528
O	9.7423	9.8112	15.5753
O	-0.3943	5.1518	15.1215
O	1.6	6.8271	20.863
O	1.5066	0.6381	17.1989
O	6.5961	1.7673	20.8149
O	1.0113	1.7788	12.8358
O	3.2454	5.4957	18.3371
O	9.5314	2.0058	11.574
O	1.0034	3.1004	16.207
O	8.5628	5.1345	13.3894
O	10.2803	8.563	13.3095
O	1.4504	9.4041	21.6885
O	10.0785	9.94	20.6289
O	3.1746	0.2164	10.8617
O	5.0714	2.3642	10.8204
O	1.7356	4.1354	13.9302
O	7.9141	10.871	10.8325
O	9.1293	4.4573	18.2629
O	5.6426	9.4862	15.7724
O	5.5258	-0.0258	9.7331
O	3.5889	2.3011	13.4085
O	1.9779	5.6382	16.0589
O	9.7079	1.0537	14.0447
O	4.4013	6.9457	11.5202
O	4.7416	4.5045	20.256
O	9.9585	1.3279	16.6603
O	6.6587	4.3235	11.6361
O	5.5928	8.4041	18.5926
O	9.0838	2.7502	20.328
O	3.6064	1.1276	15.8029
O	4.222	3.0831	17.931
O	9.9439	7.2259	20.8995
O	3.3454	8.6613	9.8146
O	3.9326	7.417	16.3675
O	7.6376	0.4717	15.7075
O	8.9185	7.2945	15.0459
O	3.9274	1.4329	21.1368
O	1.5917	9.1481	11.6879
O	2.3178	6.1514	10.1924
O	7.3557	6.4625	18.1527
O	7.2077	4.3537	21.1562
O	4.547	8.2458	13.7898
O	3.3465	8.6487	19.9876
O	2.4872	3.2379	19.8884
O	3.744	10.3504	17.9916

Results
free energy: -130700.337 eV
free energy less fixed offsets of B -154.04, O -568.88, Si -635.61 eV per atom: 2.383 eV

Forces (eV/angstrom), in the order of the atoms: element, x, y, z
Si	0	-0.0124	-0.0105
Si	-0.0022	0.0014	-0.0123
Si	0.0067	-0.0036	-0.0128
Si	-0.003	0.0057	-0.0121
Si	-0.0046	0.0027	-0.0125
Si	0.0045	-0.0047	-0.0099
Si	0.0026	0.0107	-0.0106
Si	0.0026	0.0055	-0.0123
Si	-0.0042	0.0047	-0.0051
Si	-0.003	0	-0.0102
Si	-0.002	0.0029	-0.0049
Si	0.0017	-0.0033	-0.0041
Si	0.0025	-0.0039	-0.0036
Si	0.0004	-0.0046	-0.0107
Si	-0.0025	0.0011	-0.0119
Si	0.0101	-0.0029	-0.0134
Si	0.0054	-0.0056	0.0215
Si	-0.0496	-0.0442	0.0101
Si	-0.0044	-0.0029	-0.037
Si	0.0032	-0.0015	0.0184
Si	0.004	0.0048	-0.0208
Si	-0.0055	0.0042	0.0214
Si	-0.009	0.0025	0.0187
Si	-0.0031	0.0014	0.0052
Si	0	-0.0029	-0.0137
Si	0.0084	0.0071	0.0674
Si	0.0056	0.0073	0.05
Si	-0.0005	0.0023	-0.0114
Si	0.0051	-0.0069	0.0224
Si	0.0026	0.0015	-0.0161
Si	0.0031	-0.0009	-0.0101
B	0.0341	0.0402	-0.0678
Si	-0.0063	0.0029	-0.009
Si	-0.0311	0.0271	0.026
Si	-0.0006	-0.0001	-0.0052
Si	0.0024	-0.0048	-0.0072
Si	-0.0029	0.0005	-0.0047
Si	0	0.0043	-0.0049
Si	-0.0022	0.0066	-0.0011
Si	0.0288	-0.0353	0.0299
Si	-0.0027	0.0037	0.0011
Si	0.0093	-0.0077	-0.0009
Si	-0.0026	0.0016	0.0018
Si	0.0042	-0.0017	0.0008
Si	0.0026	-0.0043	0.0005
Si	-0.0066	0.0035	0
Si	0.0054	-0.0071	-0.0001
Si	-0.0047	0.0095	-0.0011
Si	-0.004	0.0039	-0.0025
Si	0.0009	-0.0002	0.0006
Si	0.0008	-0.0038	0.0019
Si	-0.0058	0.0034	-0.0024
Si	0.0036	-0.0012	0.0033
Si	0.0003	0.0027	-0.0034
Si	-0.0038	-0.0012	-0.0028
Si	0.0018	-0.0007	0.0007
Si	0.0003	-0.0005	0.0101
Si	0.0059	-0.005	0.0076
Si	0.0045	-0.0047	0.0035
Si	-0.0031	0.0027	0.0104
Si	0.0052	-0.0045	0.0084
Si	-0.0045	0.0032	0.0052
Si	0.002	0.0026	0.0099
Si	-0.0013	-0.0003	0.0002
Si	-0.0246	-0.0047	-0.0562
Si	-0.0005	-0.0008	0.0095
Si	-0.0111	-0.0054	-0.0724
Si	-0.0002	-0.0084	0.0087
Si	0	0.0007	0.0146
Si	0.0001	0.0147	-0.0687
Si	0.0031	-0.0012	0.0079
Si	0.0114	0.0064	-0.0396
Si	0.0077	-0.0022	0.0459
Si	0.0029	0.0003	-0.0177
Si	0.0071	0.0017	0.0559
Si	0.0001	0.0053	-0.0174
Si	-0.0047	0.0021	-0.0174
Si	-0.0016	-0.0017	0.0413
Si	-0.0001	0.0006	-0.0179
Si	0.0017	0.0005	0.0251
Si	-0.0027	0.0097	0.0065
Si	0.0012	-0.0009	-0.003
Si	-0.0041	-0.0023	-0.0012
Si	-0.01	0.0048	0.0062
Si	0.0019	0.001	-0.0037
Si	-0.0014	0.0059	0.0042
Si	-0.0055	-0.0001	0.0043
Si	0.0002	-0.0038	-0.0018
Si	0.0148	-0.0179	0.0044
Si	-0.0028	-0.0007	0.0152
Si	-0.0007	0.0061	0.0211
Si	0.0039	-0.0087	0.0105
Si	-0.0017	0.0079	0.0161
Si	0.005	-0.0032	0.0087
Si	0.0056	-0.0028	0.0095
Si	0	-0.0008	0.015
O	0.0055	-0.0058	-0.0152
O	0.001	-0.0059	-0.0201
O	-0.0024	0.002	-0.0119
O	-0.0072	0.0025	-0.0127
O	-0.0018	0.0075	-0.0155
O	-0.0086	0.008	-0.0086
O	0.0039	-0.005	-0.0159
O	0.0068	-0.0023	-0.0157
O	0.004	-0.0038	0.0152
O	0.0024	-0.0046	0.0148
O	0.0036	-0.0048	0.0143
O	-0.004	0.0038	0.0171
O	-0.0032	0.0062	0.0169
O	0.004	-0.0045	0.0159
O	-0.0058	0.0006	0.017
O	-0.0041	0.0047	0.0132
Si	0.0006	-0.0023	0.0036
Si	-0.0048	0.0018	0.0108
Si	-0.0007	0.0005	0.0002
Si	-0.0001	0.0009	0.0036
Si	-0.0027	0.0014	-0.0109
Si	0.0004	0.0001	0.0037
Si	-0.001	-0.0013	0.0003
Si	-0.0014	0.0008	-0.0034
Si	0.0019	-0.0009	0.0026
Si	0	0.0034	-0.0129
Si	-0.0015	0.0008	0.001
Si	0.0006	0.0053	0.0125
Si	-0.0004	0.0005	-0.0064
Si	0.0002	0.0002	-0.0116
Si	0.0003	0.0006	-0.0004
Si	-0.0041	0.0012	-0.0104
Si	0.0041	0	0.0075
Si	0.0041	-0.0018	-0.0079
Si	0.0011	-0.0009	-0.0142
Si	-0.0062	0.0034	0.0091
Si	0.0014	0.0007	0.0009
Si	0.0002	0.0018	-0.0076
Si	0.0007	-0.0007	-0.0067
Si	0.0001	0.0008	-0.0001
Si	0.0002	-0.0014	-0.0037
Si	-0.0013	-0.0016	-0.0056
Si	0.0004	0.0006	-0.0018
Si	-0.0012	-0.002	-0.0031
Si	-0.0028	0.0042	0.0089
Si	0.0037	-0.0022	0.0088
Si	-0.0009	0.0021	0.0028
Si	0.0014	-0.0019	-0.0112
Si	0.0009	-0.001	-0.0002
Si	0.003	-0.0019	-0.0118
Si	0.0001	-0.0054	0.0103
Si	-0.0007	0.0007	-0.0026
Si	-0.001	0.0019	0.0084
O	-0.0017	0.0021	0.0031
O	0.0003	-0.0002	0.0012
O	0.0015	0.0043	0.0048
O	0.0013	0.0005	-0.0008
O	0.0013	-0.0005	-0.0027
O	0.0005	-0.0009	-0.0012
O	-0.0007	-0.003	-0.0021
O	0.0001	-0.0003	0.0001
O	0.0025	0.0006	-0.0023
O	0.0011	0.004	0.0051
O	-0.0017	0.0037	-0.0061
O	0.0039	0.0015	0.0045
O	-0.0014	-0.0029	0.0044
O	0.0002	0.0004	0.0004
O	-0.0006	-0.0013	0.003
O	0.0016	0.0016	-0.0031
O	0	-0.0004	0.0007
O	0.0009	0.0006	0.0006
O	0.001	-0.0011	-0.0002
O	-0.0003	0.0001	0.0003
O	-0.0004	-0.0001	0.001
O	0.0002	0.0001	-0.0003
O	-0.0007	-0.0002	0.0001
O	-0.0002	0.0005	0.0023
O	-0.0002	0.0001	0.0002
O	0.0003	0	0.0029
O	-0.0011	0.0002	-0.0001
O	0.0004	-0.0017	0.0032
O	-0.0024	-0.0008	-0.0038
O	0.0001	-0.0006	0.0005
O	-0.0015	0.0003	-0.002
O	0.0016	-0.0001	-0.0024
O	-0.0011	0.0013	0.0007
O	0.0002	0.0001	0.003
O	-0.0005	-0.0012	-0.0008
O	0.0008	0.0014	-0.0006
O	0.0003	-0.001	-0.0012
O	0.0006	0	-0.0021
O	0.0024	-0.0016	0.0029
O	-0.0008	-0.0007	0
O	0.0021	-0.0026	-0.001
O	-0.001	0.0007	-0.0004
O	0.0007	-0.0003	0.0005
O	0.001	0.0005	-0.0022
O	-0.0018	-0.0013	-0.0049
O	0.0043	0.0019	0.0055
O	0.0011	0.0008	0.0005
O	-0.0006	-0.0016	-0.0036
O	0	0.0004	0.0022
O	-0.0048	-0.0016	0.0055
O	-0.0004	-0.0002	0.0009
O	-0.0017	-0.0004	0.003
O	-0.0001	0.0006	0.0017
O	0	-0.0013	-0.0014
O	0.0001	0	0.0001
O	0.0001	0.0004	0
O	0.0002	-0.0002	-0.0004
O	0.0012	-0.0007	0.0026
O	-0.0004	0.0012	-0.0022
O	0.0014	-0.0025	-0.0023
O	-0.0009	0.0033	0.0027
O	-0.0003	-0.0025	0.0032
O	0.0008	-0.0006	-0.0015
O	-0.0034	-0.0021	0.0056
O	-0.0018	-0.0036	0.0051
O	0.0024	-0.0021	0.0042

The program warned: the cutoff lies below the one the program advises for these potential files; the exchange-correlation potential is rough where the density is thin.
